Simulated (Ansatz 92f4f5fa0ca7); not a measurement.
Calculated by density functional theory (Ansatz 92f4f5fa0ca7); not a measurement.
Periodic cell of 213 atoms, Si132O78H3, from a study of silicon, its oxide and their interface. The atomic structure is a simulated model.

Settings
functional: PBE
potential files: Ansatz PAW
basis: plane waves
wave-function cutoff: 700 eV
density cutoff ratio: 5
exchange-correlation grid ratio: 1
k mesh: 2 x 2 x 1, shifted by 0.5 0.5 0.5 of a step
self-consistency stop: 5e-08 eV per atom in the density residual
occupations: fixed
spin: none
net charge: -1 e, with a uniform compensating background and no finite-size correction

Cell vectors (angstrom)
a	10.938	0	0
b	0	10.938	0
c	0	0	31.3387

Atoms: element, x, y, z (angstrom)
Si	10.3426	0.5144	23.9877
Si	5.7172	10.6274	23.9239
Si	2.1926	3.0442	23.9117
Si	8.6441	2.2232	24.0037
Si	0.334	4.8855	23.8773
Si	4.8782	5.9248	24.0356
Si	3.195	7.6493	23.8761
Si	7.504	8.7912	23.832
Si	1.1826	1.4145	25.2667
Si	6.8353	1.3094	25.2199
Si	3.9284	4.104	25.1873
Si	9.592	3.9867	25.2599
Si	1.3334	6.7312	25.0471
Si	6.7091	6.9331	25.1336
Si	4.0519	9.4947	25.1458
Si	9.3631	9.6261	25.1131
Si	2.6577	-0.0228	26.4489
Si	8.1277	-0.0305	26.6696
Si	-0.064	2.7223	26.7562
Si	5.4084	2.735	26.4628
Si	2.6263	5.4635	26.6152
Si	8.1539	5.4907	26.4169
Si	-0.0832	8.1839	26.3486
Si	5.3934	8.2063	26.6315
Si	4.0586	1.3442	27.8507
Si	9.5089	1.3247	28.0253
Si	1.3275	4.106	28.0227
Si	6.7915	4.1206	27.8354
Si	4.0386	6.8179	27.9537
Si	9.5361	6.8373	27.8219
Si	1.2962	9.5329	27.8134
Si	6.7769	9.5407	27.9947
Si	0.0071	-0.0333	29.2912
Si	5.4344	0.0199	29.2923
Si	2.7441	2.7211	29.2927
Si	8.156	2.7677	29.2867
Si	-0.0457	5.5112	29.2929
Si	5.4583	5.4684	29.2775
Si	2.6901	8.2243	29.271
Si	8.2093	8.1864	29.2816
Si	1.3673	1.3673	30.6549
Si	6.8362	1.3673	30.6549
Si	4.1018	4.1018	30.6549
Si	9.5708	4.1018	30.6549
Si	1.3673	6.8362	30.6549
Si	6.8362	6.8362	30.6549
Si	4.1018	9.5708	30.6549
Si	9.5708	9.5708	30.6549
Si	2.7345	0	0.6835
Si	8.2035	0	0.6835
Si	0	2.7345	0.6835
Si	5.469	2.7345	0.6835
Si	2.7345	5.469	0.6835
Si	8.2035	5.469	0.6835
Si	0	8.2035	0.6835
Si	5.469	8.2035	0.6835
Si	4.0978	1.392	2.0618
Si	9.6293	1.3356	2.0563
Si	1.4142	4.0572	2.0537
Si	6.8328	4.1054	2.0473
Si	4.1353	6.8155	2.0611
Si	9.5671	6.8529	2.0417
Si	1.3725	9.587	2.0557
Si	6.8699	9.5514	2.0459
Si	0.1013	0.0432	3.5193
Si	5.5257	0.0323	3.3483
Si	2.7735	2.7323	3.5406
Si	8.2663	2.753	3.335
Si	0.0512	5.4814	3.3182
Si	5.4797	5.4335	3.4936
Si	2.7916	8.2406	3.3671
Si	8.2517	8.2257	3.4793
Si	1.4901	1.3696	5.027
Si	6.93	1.3829	4.6729
Si	4.1211	4.0883	4.9709
Si	9.6526	4.1141	4.6606
Si	1.435	6.8216	4.6523
Si	6.8653	6.8273	4.8202
Si	4.1435	9.656	4.7026
Si	9.693	9.5798	4.8583
Si	2.9108	-0.1099	6.36
Si	8.31	0.0974	6.1145
Si	0.0332	2.8818	6.2059
Si	5.6062	2.6272	6.1938
Si	2.6915	5.5696	6.2256
Si	8.3186	5.4428	6.0831
Si	0.2599	8.2262	6.0896
Si	5.4245	8.2273	6.0474
Si	4.9506	0.7005	7.4825
Si	9.1427	1.9752	7.3768
Si	0.8568	4.7238	7.5139
Si	7.3962	3.6601	7.3384
Si	3.5877	7.4571	7.3571
Si	10.0591	6.5427	7.262
Si	1.8455	9.1288	7.6538
Si	6.6246	9.8467	7.2117
H	4.0977	7.0054	8.6969
O	7.0348	4.0361	8.9362
O	9.5871	1.8245	8.9902
O	5.0851	1.0694	9.1257
O	7.3153	9.1467	8.5798
O	9.4189	7.3183	8.6105
O	1.252	4.2574	9.0869
H	8.2823	2.6342	22.6067
H	10.7611	0.195	22.5816
O	10.329	5.3601	22.5583
O	2.7739	2.1424	22.5993
O	2.9722	7.8567	22.2228
O	5.2099	5.5306	22.4541
O	4.9781	0.4435	22.6021
O	7.9313	8.2531	22.3172
Si	4.5195	8.208	14.4733
Si	4.1456	1.6348	21.8463
Si	3.949	1.4318	15.3055
Si	5.8773	1.2174	10.5306
Si	8.045	7.879	9.2904
Si	7.2927	1.5292	14.6527
Si	5.8169	7.8335	19.0584
Si	8.5638	10.5813	18.8604
Si	5.009	4.5113	21.22
Si	10.5695	2.8602	12.643
Si	1.1261	5.0248	16.9499
Si	3.2268	8.2891	20.6783
Si	4.6018	9.8827	17.1077
Si	9.3238	4.5024	18.4529
Si	8.4101	8.2256	20.7748
Si	6.4867	4.9866	18.6707
Si	1.0024	2.2711	15.4945
Si	2.8412	0.0571	19.5198
Si	4.6154	3.9859	11.5146
Si	0.3903	9.3404	15.8567
Si	9.1515	1.088	10.3659
Si	9.2335	10.4843	14.1925
Si	6.8033	5.1841	10.0626
Si	7.4444	2.2481	17.7976
Si	8.7808	5.2367	12.5397
Si	0.4007	0.5605	17.8921
Si	2.3734	5.6239	19.7131
Si	5.0672	10.8913	13.1316
Si	10.4102	5.7408	20.9809
Si	1.6148	4.4801	10.6534
Si	9.6817	9.2585	11.3029
Si	6.994	6.4699	14.8792
Si	1.8582	7.1338	14.708
Si	8.6069	8.5726	16.3401
Si	0.4089	6.8689	11.9322
Si	5.5286	3.8547	14.462
O	9.8223	1.7633	11.6978
O	3.0862	3.893	11.0124
O	4.2462	8.7665	15.9846
O	0.1526	8.4228	11.4745
O	9.9881	0.3985	18.752
O	0.8736	6.728	13.4936
O	0.6501	3.6465	11.6606
O	8.6107	9.7934	20.2989
O	9.6978	4.6029	20.0399
O	3.517	10.2732	18.2335
O	3.4086	7.0368	14.2153
O	8.4489	8.328	10.805
O	3.5962	4.8131	20.4319
O	4.7681	0.3761	16.2868
O	9.7351	7.2275	20.6822
O	7.5095	1.0857	10.4618
O	4.8222	8.2838	20.2905
O	3.9825	1.0332	13.7127
O	5.092	2.957	21.7014
O	4.4553	9.4112	13.3923
O	2.1186	4.9484	18.2487
O	7.9957	5.4174	18.2309
O	5.2833	5.1872	10.6471
O	6.8108	2.9396	14.0002
O	0.0882	1.6506	16.7089
O	1.6507	8.6997	15.0978
O	7.2955	1.6975	16.2729
O	5.98	7.5583	14.2533
O	9.4671	3.9219	13.2151
O	5.3399	0.0456	11.5456
O	1.4919	6.0916	10.993
O	2.6411	7.2276	19.5743
O	6.4022	0.3036	14.023
O	7.758	4.8413	11.3483
O	9.8098	10.5228	10.2891
O	4.7131	4.3128	13.1273
O	1.0548	5.5886	20.6508
O	6.1203	5.1385	15.3083
O	1.3271	3.8051	15.9091
O	5.5463	6.3359	18.3447
O	2.3793	1.4159	15.676
O	7.4289	0.8553	18.7208
O	6.9905	6.649	9.4019
O	6.3026	4.7647	20.2707
O	8.2278	9.6086	15.1405
O	5.4476	2.6224	11.2324
O	7.2678	7.6517	19.7681
O	10.5222	5.0591	17.4998
O	8.7992	1.1176	14.212
O	6.2935	3.4288	18.0602
O	4.5832	2.9421	15.4519
O	-0.2078	10.446	14.8226
O	1.5736	0.9337	18.9679
O	8.0846	6.07	13.7519
O	3.7876	1.0945	20.3399
O	8.4317	9.4029	17.7286
O	8.8946	2.9756	18.064
O	2.4782	9.7395	20.5106
O	1.5294	6.3215	16.0706
O	9.9129	6.1342	11.8229
O	7.7302	7.2077	16.1541
O	5.7731	9.0755	17.9632
O	0.8288	10.0655	17.2335
O	10.1973	8.1951	16.1854
O	0.4292	2.2541	13.9607
O	9.2044	9.8311	12.7389

Results
free energy: -128331.625 eV
free energy less fixed offsets of H -17.10, O -569.03, Si -635.61 eV per atom: 4.535 eV

Forces (eV/angstrom), in the order of the atoms: element, x, y, z
Si	-0.0118	0.0251	-0.027
Si	0.0266	-0.0246	-0.0591
Si	-0.033	0.0113	-0.0459
Si	0.0217	-0.009	-0.0236
Si	0.0063	-0.0498	-0.0518
Si	-0.024	0.0285	-0.0568
Si	0.0312	-0.0279	-0.0547
Si	-0.0423	0.0313	-0.0507
Si	-0.0365	0.0011	-0.0273
Si	0.036	-0.0036	-0.0128
Si	-0.0193	0.0048	-0.0085
Si	-0.0031	-0.0505	-0.0259
Si	0.0297	-0.0226	0.0094
Si	-0.013	0.0195	-0.0046
Si	0.0062	-0.0277	-0.0098
Si	-0.0094	0.0223	-0.0003
Si	0.0188	-0.0001	0.0758
Si	-0.0003	-0.0072	-0.0214
Si	0.0145	0.0148	-0.0221
Si	-0.0062	0.0113	0.062
Si	-0.004	0.002	-0.032
Si	-0.0097	0.0246	0.0641
Si	0.0014	0.0024	0.0608
Si	0.0133	0.0102	-0.0321
Si	-0.0068	-0.0016	0.0082
Si	-0.008	-0.008	-0.0116
Si	0.01	0.0046	0.0074
Si	0.0056	0.005	0.0274
Si	-0.0008	-0.0116	0.0013
Si	-0.0002	-0.0001	0.0211
Si	-0.0124	0.0051	0.0432
Si	0.0073	0.0094	0.0108
Si	0.0272	-0.0267	-0.0433
Si	-0.0244	0.0155	-0.019
Si	0.0227	-0.0195	-0.0277
Si	-0.0254	0.0257	-0.0237
Si	-0.019	0.0265	-0.0236
Si	0.0152	-0.017	-0.0254
Si	-0.0227	0.0226	-0.0281
Si	0.0149	-0.0245	-0.0244
Si	0.0375	-0.1576	-0.0901
Si	-0.2352	0.1734	0.0596
Si	0.1532	-0.0626	-0.037
Si	-0.2138	0.1443	0.0216
Si	-0.1853	0.1759	0.0569
Si	0.0451	-0.1078	-0.1085
Si	-0.2721	0.0865	-0.0249
Si	0.0431	-0.1681	-0.0139
Si	0.0102	0.1254	0.0913
Si	0.2935	-0.1245	-0.0027
Si	0.2389	-0.1566	-0.0761
Si	-0.0902	0.0754	0.0246
Si	0.169	-0.124	0.0432
Si	-0.1362	0.1043	0.0437
Si	-0.0333	0.1878	0.0607
Si	0.1954	-0.1729	-0.0126
Si	-0.0188	0.0165	0.0318
Si	0.0304	-0.0301	0.0331
Si	0.008	-0.0346	0.0325
Si	-0.0317	0.0274	0.0348
Si	0.0183	-0.0272	0.0178
Si	-0.0154	0.0119	0.0307
Si	-0.0286	0.0319	0.0322
Si	0.031	0.0102	0.0255
Si	0.0199	0.0062	-0.0296
Si	-0.0197	-0.041	-0.0395
Si	-0.0231	-0.0198	-0.0547
Si	-0.0006	-0.0003	-0.0097
Si	0.0223	0.0183	-0.0366
Si	-0.0144	-0.009	-0.0144
Si	0.0052	-0.0057	-0.0028
Si	0.0274	0.0245	-0.0246
Si	0.014	-0.0479	-0.071
Si	-0.0227	-0.0003	0.0429
Si	0.0123	0.0165	-0.0491
Si	0.0002	0.0003	0.0521
Si	-0.0258	-0.0336	-0.0076
Si	-0.0221	-0.0154	-0.057
Si	0.0099	0.0288	-0.0157
Si	0.0004	0.001	-0.0876
Si	0.0086	-0.0692	-0.0149
Si	-0.0142	0.0298	0.0124
Si	-0.0286	0.0288	0.0016
Si	0.0038	-0.022	0.0107
Si	0.0253	0.066	-0.0007
Si	0.0374	-0.0051	0.0324
Si	0.0936	0.0317	0.0385
Si	-0.0702	-0.0544	0.0208
Si	0.0601	-0.0416	0.0458
Si	-0.0009	0.0282	0.0574
Si	-0.0525	0.0504	0.0592
Si	0.0193	-0.0213	0.0337
Si	-0.0043	0.0167	0.0258
Si	0.0386	-0.0125	0.0392
Si	-0.0207	0.0096	0.1277
Si	-0.045	0.0366	0.0781
H	-0.0034	-0.0031	-0.0263
O	0.001	0.0078	-0.0065
O	-0.023	-0.0135	-0.0028
O	0.0011	-0.001	0.001
O	0.0111	-0.0139	-0.015
O	-0.0303	-0.0074	-0.0129
O	-0.0015	0.009	-0.0036
H	-0.0021	0.0009	0.0071
H	0.0007	-0.0037	0.0053
O	0.0187	0.0107	0
O	0.0231	0.0129	0.0087
O	0.0085	0.0049	-0.0028
O	-0.0122	-0.0139	-0.0014
O	-0.0078	0.0092	0.0124
O	0.0001	0.0083	0.0073
Si	-0.003	-0.0025	-0.0047
Si	0.0061	0.0123	-0.0156
Si	-0.0032	0.0004	0.0014
Si	-0.0042	-0.0051	0.0001
Si	-0.002	-0.0064	0.0131
Si	0.0049	0	0
Si	0.0002	0.0011	-0.006
Si	-0.0019	-0.0002	-0.0008
Si	0.0042	-0.002	0.0045
Si	-0.0013	-0.0014	0.0068
Si	0.0022	0.0025	-0.005
Si	-0.0017	0.0014	-0.0054
Si	-0.0016	-0.0002	-0.0067
Si	0	-0.0019	-0.0078
Si	0.0052	0.0002	-0.0146
Si	-0.0015	-0.0011	-0.0062
Si	-0.0011	-0.0029	-0.0045
Si	-0.0022	0.0019	-0.0055
Si	-0.0018	0.0027	0.0066
Si	0.0042	-0.0002	-0.0019
Si	0.0074	-0.0119	0.0046
Si	-0.0005	0.002	-0.004
Si	-0.003	0.0093	0.0013
Si	-0.0012	-0.001	-0.0063
Si	0.004	-0.0007	0.008
Si	0.0003	0.0032	-0.0016
Si	0.0021	-0.0029	-0.0089
Si	-0.0035	-0.0053	-0.0064
Si	-0.0023	0.0026	-0.0061
Si	0.0053	0.0019	0.0125
Si	0.0089	0.0012	-0.0037
Si	0.0032	0.001	0.0029
Si	0	-0.002	-0.0033
Si	-0.0024	-0.0057	-0.0005
Si	0.0033	0.0109	-0.0009
Si	-0.0029	0.0046	0.0031
O	-0.0061	0.0089	-0.011
O	0.0035	0.0114	-0.0026
O	0.0024	0.0063	-0.0263
O	-0.0277	-0.0144	0.0089
O	0.0022	-0.017	-0.0141
O	0.0173	0.01	-0.0017
O	-0.0071	0.0073	-0.001
O	-0.0047	-0.0137	-0.0057
O	0.0009	0.023	-0.0085
O	0.0039	0.0054	0.0143
O	-0.0045	0.0179	0.0074
O	0.0126	0.0091	-0.0201
O	0.0085	0.0172	0.0034
O	-0.0199	0.0058	-0.0157
O	-0.0173	-0.0153	0.0137
O	0.0016	0.006	0.0019
O	-0.0037	0.0058	-0.002
O	0.0106	-0.0045	0.0129
O	-0.0229	0.0015	-0.0022
O	0.0026	0.0054	0.0206
O	-0.0148	0.0164	0.0079
O	-0.0054	-0.0222	0.0076
O	0.0139	-0.0282	0.0056
O	-0.0251	-0.0115	0.0234
O	0.011	-0.0111	0.0122
O	-0.0145	-0.012	0.0048
O	0.0023	0.0191	0.0014
O	-0.0035	-0.0152	0.0192
O	0.0124	0.0053	-0.0273
O	0.01	0.0205	0.0082
O	-0.0211	-0.0282	0.0096
O	0.0034	-0.0078	0.0173
O	-0.0049	0.0063	-0.0097
O	-0.0068	0.0072	-0.0054
O	-0.0211	0.001	0.0186
O	0.0171	-0.0131	-0.0039
O	0.0054	-0.0125	-0.014
O	0.0064	0.0009	-0.0298
O	-0.0115	-0.0145	0.0129
O	0.0162	-0.0029	0.0105
O	0.0075	0.0114	-0.0053
O	0.0161	-0.0019	-0.011
O	0.0176	-0.0082	0.0049
O	-0.0112	-0.0009	-0.0093
O	0.0268	-0.0017	0.0055
O	-0.0042	0.0114	-0.005
O	0.0014	0.0059	0.0152
O	0.0088	-0.0135	0.0158
O	-0.015	-0.02	0.0061
O	0.0254	0.0066	-0.0032
O	0.01	-0.0151	-0.0259
O	-0.0249	-0.0316	0.014
O	0.0036	-0.0184	-0.0017
O	-0.0085	-0.0054	-0.0014
O	-0.0091	-0.0066	0.0208
O	0.0055	0.0152	-0.0008
O	-0.0258	0.0215	0.0077
O	0.0177	-0.0046	-0.0052
O	0.0016	-0.0042	-0.0058
O	0.0076	-0.0076	0.0125
O	0.0029	0.0144	-0.0184
O	0.0077	-0.0103	0.0247
O	-0.0231	0.0182	-0.0131
O	-0.0115	0.042	-0.0077
O	0.0054	0.0191	-0.0013
O	0.0157	0.0091	0.0055

The program warned: the cutoff lies below the one the program advises for these potential files; the exchange-correlation potential is rough where the density is thin.
